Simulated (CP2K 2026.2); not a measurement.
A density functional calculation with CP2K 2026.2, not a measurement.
Periodic cell of 513 atoms, Si351O162, from a study of silicon, its oxide and their interface. The atomic structure is a simulated model.
Doubt: the forces sum to 3.67 eV/angstrom along one axis rather than to zero, so they err by at least 0.0072 eV/angstrom per atom on average; the grid cutoff is modest.

Settings
functional: PBE
method: Gaussian and plane waves
basis set: DZVP-MOLOPT-SR-GTH
pseudopotentials: GTH-PBE
grid cutoff: 300 Ry, relative cutoff 40 Ry
k points: Gamma only
occupations: fixed
spin: none
net charge: 0

Cell vectors (angstrom)
a	16.407	0	0
b	0	16.407	0
c	-0.8006	-0.158	34.6219

Atoms and the computed forces on them: element, x, y, z (angstrom), force x, y, z (eV/angstrom)
Si	0.153	16.109	0.197	-0.126	0.114	0.141
Si	2.801	2.477	0.37	-0.124	0.095	0.217
Si	16.197	5.688	0.38	-0.021	-0.051	0.186
Si	2.144	8.434	0.01	0.09	-0.045	0.225
Si	0.029	10.64	0.491	0.043	-0.017	0.155
Si	2.385	13.839	0.577	0.097	-0.121	0.155
Si	4.854	0.109	0.447	0.11	-0.053	0.187
Si	7.42	2.901	0.32	0.06	0.073	0.155
Si	5.188	5.061	0.311	0.036	0.045	0.15
Si	6.977	8.535	34.541	0.084	-0.166	0.221
Si	5.408	10.81	0.221	-0.106	0.045	0.205
Si	8.004	13.209	0.003	-0.062	0.13	0.203
Si	10.929	16.143	0.01	-0.036	-0.004	0.204
Si	13.335	2.771	0.29	0.09	-0.054	0.19
Si	10.281	4.922	34.577	-0.136	0.121	0.154
Si	13.958	7.862	0.037	-0.065	0.016	0.186
Si	10.389	11.079	0.143	0.116	-0.028	0.207
Si	12.363	13.704	34.481	0.062	-0.046	0.227
Si	1.141	1.338	1.58	0.029	-0.011	-0.056
Si	3.877	3.953	1.856	0.013	-0.018	-0.062
Si	1.191	6.957	1.674	-0.02	-0.008	-0.051
Si	3.792	9.535	1.359	0.02	0.011	-0.048
Si	1.238	12.174	1.724	-0.017	0.007	-0.039
Si	3.83	15.039	1.919	-0.016	0.011	-0.062
Si	6.451	1.304	1.706	-0.023	0.018	-0.032
Si	9.277	4.077	1.266	-0.004	-0.021	-0.028
Si	6.596	6.83	1.151	-0.001	0.001	-0.023
Si	9.277	9.56	1.537	-0.012	0.018	-0.074
Si	6.597	12.243	1.627	-0.003	-0.017	-0.07
Si	9.24	14.944	1.221	0.013	-0.007	-0.035
Si	12.079	1.2	1.495	-0.003	0.008	-0.041
Si	14.904	4.046	1.507	-0.009	0.016	-0.041
Si	12.161	6.785	1.253	0.014	-0.009	-0.035
Si	14.855	9.393	1.627	0.025	0.014	-0.05
Si	12.073	12.269	1.293	-0.022	0.003	-0.052
Si	14.746	14.992	1.293	-0.004	0	-0.033
Si	16.179	2.684	2.925	-0.008	0.004	0.006
Si	2.407	0.018	3.114	0.002	-0.005	0.023
Si	16.195	8.165	3.09	0.01	0.001	0.017
Si	2.485	5.46	2.974	0.002	-0.008	0.008
Si	16.093	13.619	2.808	0.003	-0.013	0.011
Si	2.596	10.806	2.991	-0.007	0.011	-0.005
Si	5.183	2.588	3.19	-0.008	0.002	0.009
Si	7.984	16.296	2.787	0.004	0.003	0.004
Si	5.226	8.13	2.679	-0.003	-0.001	-0.003
Si	7.95	5.48	2.667	0.003	0.007	0
Si	5.279	13.601	3.027	-0.003	0.002	0.013
Si	7.951	10.874	2.97	0.002	0.005	0.027
Si	10.632	2.662	2.715	-0.003	0	0.015
Si	13.464	16.288	2.837	0.005	0	0.002
Si	10.736	8.107	2.704	0.004	-0.009	0.015
Si	13.45	5.433	2.791	0.005	-0.007	0.017
Si	10.647	13.607	2.699	-0.002	-0.005	0.006
Si	13.398	10.881	2.756	-0.002	-0.001	0.011
Si	1.111	4.064	4.303	-0.009	-0.002	0.006
Si	3.793	1.288	4.508	-0.001	0.002	-0.005
Si	1.17	9.538	4.375	-0.005	-0.001	-0.002
Si	3.923	6.821	4.226	0.007	0	-0.004
Si	1.013	14.957	4.29	0.009	0.017	0.001
Si	3.91	12.209	4.341	-0.003	-0.017	0.004
Si	6.66	4.099	4.218	-0.005	-0.017	-0.004
Si	9.331	1.294	4.156	-0.001	0.006	0.002
Si	6.54	9.46	4.2	0.004	0.008	0.001
Si	9.337	6.769	4.111	-0.01	-0.01	-0.009
Si	6.665	14.993	4.287	0.004	-0.004	0.004
Si	9.364	12.272	4.219	-0.003	-0.003	-0.005
Si	12.034	4.031	4.109	0.009	0.011	-0.004
Si	14.787	1.283	4.232	-0.002	-0.001	0
Si	12.043	9.504	4.136	0.003	0.004	0.007
Si	14.776	6.735	4.287	-0.001	0	-0.002
Si	12.031	14.937	4.149	-0.006	-0.006	-0.007
Si	14.755	12.235	4.185	0.009	0.006	0
Si	16.11	16.347	5.659	-0.004	-0.002	0.001
Si	2.444	2.729	5.739	0.007	0.002	0.005
Si	16.135	5.392	5.667	-0.002	-0.005	0.001
Si	2.543	8.134	5.66	0.002	0	0.001
Si	16.146	10.923	5.623	0.005	0.003	-0.001
Si	2.463	13.6	5.618	-0.002	-0.001	-0.004
Si	5.258	16.306	5.696	-0.007	-0.005	0.005
Si	7.994	2.675	5.566	0.001	0.003	-0.001
Si	5.268	5.437	5.6	0.001	0.001	-0.004
Si	7.968	8.119	5.534	0.003	-0.001	-0.002
Si	5.258	10.827	5.663	-0.003	0.005	-0.001
Si	8.011	13.61	5.632	0.001	0.004	0.002
Si	10.702	16.338	5.54	0.004	0	-0.006
Si	13.391	2.678	5.544	0.003	-0.001	-0.005
Si	10.686	5.393	5.515	-0.002	0.001	-0.008
Si	13.404	8.16	5.57	0.003	-0.001	0
Si	10.706	10.864	5.561	-0.001	0.003	0.001
Si	13.385	13.589	5.566	0	-0.006	-0.005
Si	1.077	1.308	7.031	-0.001	0.001	0.003
Si	3.882	4.092	7.007	-0.001	0.002	0.001
Si	1.136	6.767	6.995	0.001	0.001	-0.002
Si	3.875	9.503	7.039	0	-0.001	0.003
Si	1.106	12.259	7.009	0.002	0.004	0.001
Si	3.854	14.938	7.008	0.003	-0.004	0.001
Si	6.622	1.329	6.983	-0.002	0.002	-0.001
Si	9.357	4.031	6.941	0.003	-0.002	0.001
Si	6.629	6.783	6.971	-0.002	-0.004	-0.005
Si	9.318	9.503	6.923	-0.004	0.002	-0.005
Si	6.629	12.228	6.986	0.002	-0.004	0
Si	9.358	14.996	6.973	-0.001	-0.001	-0.002
Si	12.05	1.3	6.934	0.001	0.001	-0.002
Si	14.754	4.011	6.978	-0.001	0.001	-0.001
Si	12.037	6.769	6.92	0	0	-0.005
Si	14.785	9.513	6.957	0.002	0.001	-0.003
Si	12.057	12.222	6.96	0.003	-0.001	-0.005
Si	14.736	14.965	6.978	0.001	0.003	-0.001
Si	16.117	2.67	8.379	0	-0.002	0.004
Si	2.488	16.344	8.349	0.001	0	0.002
Si	16.165	8.152	8.336	0.003	0	-0.001
Si	2.501	5.426	8.381	0.002	0.001	0.001
Si	16.141	13.63	8.352	0	-0.001	-0.001
Si	2.485	10.882	8.37	-0.002	0.001	0.001
Si	5.238	2.688	8.345	-0.001	0.002	0.002
Si	7.979	16.352	8.348	-0.001	0.003	0
Si	5.258	8.135	8.369	-0.001	0.001	-0.001
Si	7.979	5.39	8.321	0.001	0.002	-0.003
Si	5.234	13.577	8.36	-0.003	-0.001	0.004
Si	7.981	10.859	8.344	-0.002	0.003	0.002
Si	10.7	2.66	8.329	0	-0.001	-0.002
Si	13.395	16.349	8.343	0.002	0	-0.002
Si	10.679	8.13	8.302	0	0.001	-0.005
Si	13.404	5.41	8.323	0	-0.001	-0.001
Si	10.701	13.605	8.337	0.002	0	-0.001
Si	13.429	10.873	8.336	0.001	-0.002	-0.002
Si	1.115	4.041	9.717	0.001	0.001	0.002
Si	3.86	1.312	9.701	0	-0.001	0
Si	1.121	9.512	9.728	0	0.001	0.001
Si	3.876	6.787	9.739	-0.001	0.002	0.001
Si	1.116	14.987	9.717	0.001	0.003	0
Si	3.865	12.234	9.742	0	-0.003	0.002
Si	6.607	4.043	9.71	-0.001	-0.001	0
Si	9.331	1.306	9.726	-0.001	-0.001	0
Si	6.608	9.512	9.732	0	-0.002	0.002
Si	9.326	6.767	9.692	0	-0.001	-0.003
Si	6.596	14.977	9.711	0	0	0
Si	9.331	12.24	9.708	0	0	-0.001
Si	12.058	4.029	9.702	0.003	0	-0.002
Si	14.769	1.293	9.733	0	0.001	0.002
Si	12.053	9.495	9.678	0.001	0.001	-0.003
Si	14.795	6.771	9.694	0.002	0.001	-0.002
Si	12.045	14.979	9.718	-0.001	0.001	-0.001
Si	14.791	12.244	9.709	0.003	0	-0.001
Si	-0.243	16.35	11.09	0.002	-0.002	0.001
Si	2.491	2.673	11.073	-0.002	-0.002	0
Si	-0.237	5.418	11.087	0.001	-0.001	-0.001
Si	2.508	8.159	11.101	0.001	-0.001	0.001
Si	-0.24	10.894	11.085	-0.003	-0.001	0.001
Si	2.497	13.63	11.084	-0.002	0	0
Si	5.22	16.352	11.074	-0.001	0.003	0.002
Si	7.947	2.664	11.091	0.001	0.002	0.001
Si	5.241	5.403	11.086	0.001	0.001	-0.001
Si	7.966	8.127	11.08	0.002	0.002	0.001
Si	5.232	10.868	11.114	-0.002	0.001	0.004
Si	7.955	13.598	11.088	0	0	0.001
Si	10.68	16.334	11.104	0.002	0.002	0
Si	13.419	2.673	11.097	0	0.001	0
Si	10.679	5.389	11.059	-0.001	0	-0.004
Si	13.424	8.142	11.058	-0.001	0.002	-0.003
Si	10.698	10.86	11.057	0.002	0	-0.003
Si	13.426	13.615	11.069	0.001	0.001	-0.003
Si	1.136	1.309	12.452	0	0.003	0.004
Si	3.867	4.033	12.437	-0.002	0.002	-0.002
Si	1.15	6.781	12.459	-0.001	0.004	-0.001
Si	3.869	9.511	12.496	0	0	0.002
Si	1.139	12.266	12.45	0.002	0	-0.001
Si	3.858	15	12.461	0	-0.001	0
Si	6.564	1.305	12.466	-0.001	-0.003	0.001
Si	9.307	4.037	12.447	0.002	-0.001	-0.001
Si	6.597	6.771	12.46	-0.001	0.001	0.002
Si	9.334	9.499	12.434	0.001	0.001	-0.001
Si	6.59	12.244	12.484	0.003	0.001	0.001
Si	9.304	14.964	12.476	0	0	0.002
Si	12.052	1.301	12.464	-0.001	0	0
Si	14.809	4.039	12.455	0.001	0.003	0.001
Si	12.053	6.755	12.406	0.004	-0.004	-0.004
Si	14.791	9.521	12.43	0.001	-0.001	0.002
Si	12.055	12.237	12.415	-0.001	0.001	-0.003
Si	14.799	14.972	12.439	0	0.002	0
Si	-0.212	2.677	13.827	0	0	0.002
Si	2.505	-0.033	13.845	-0.002	-0.002	0.003
Si	-0.223	8.176	13.79	0	0	0.001
Si	2.538	5.403	13.82	0.003	-0.002	-0.001
Si	-0.225	13.635	13.812	-0.003	-0.001	0.002
Si	2.508	10.922	13.838	-0.004	0	0.003
Si	5.195	2.679	13.847	0	0.004	0.001
Si	7.905	16.326	13.835	-0.001	0.005	0.002
Si	5.243	8.124	13.855	-0.001	0	0.006
Si	7.943	5.394	13.832	0.002	-0.001	0.002
Si	5.216	13.637	13.843	-0.001	0	0.002
Si	7.971	10.849	13.824	0.005	-0.002	0.001
Si	10.659	2.663	13.812	0.002	0.004	0
Si	13.438	16.332	13.81	0.002	0.001	-0.001
Si	10.687	8.104	13.779	0	-0.002	-0.003
Si	13.417	5.414	13.788	-0.002	0.001	-0.001
Si	10.689	13.567	13.81	0.007	-0.003	0.001
Si	13.42	10.896	13.79	-0.004	0.009	0
Si	1.188	4.038	15.189	0	0.007	-0.002
Si	3.846	1.331	15.262	-0.003	-0.003	0.001
Si	1.13	9.557	15.179	0	0	-0.001
Si	3.901	6.738	15.237	-0.004	0	-0.002
Si	1.124	15.017	15.198	0.002	0.001	0.002
Si	3.865	12.289	15.234	0.003	0.004	-0.003
Si	6.562	4.043	15.215	-0.004	-0.003	0.001
Si	9.268	1.296	15.169	-0.007	-0.001	-0.001
Si	6.623	9.484	15.22	0.005	0.003	0.001
Si	9.316	6.762	15.181	-0.003	0.003	0.004
Si	6.548	14.985	15.265	-0.002	-0.002	0.007
Si	9.327	12.206	15.205	-0.002	0.001	0.004
Si	12.036	4.045	15.148	0.001	0	0.001
Si	14.818	1.294	15.171	0.001	-0.003	0.004
Si	12.05	9.487	15.106	0.002	-0.005	-0.003
Si	14.806	6.799	15.116	0.001	0.002	-0.001
Si	12.068	14.938	15.152	0	-0.001	0.003
Si	14.809	12.263	15.152	0.003	0.002	0.006
Si	-0.203	-0.008	16.6	-0.006	-0.01	0.007
Si	2.507	2.709	16.673	-0.002	-0.001	-0.005
Si	-0.222	5.429	16.443	-0.001	0.003	0.008
Si	2.519	8.175	16.498	-0.001	0	0.015
Si	-0.255	10.921	16.555	0	0.006	-0.002
Si	2.473	13.679	16.591	0.002	0.006	-0.004
Si	5.189	-0.023	16.671	0.006	0.006	0.009
Si	7.901	2.653	16.562	0.002	0.006	0.006
Si	5.269	5.39	16.69	0.004	-0.001	-0.003
Si	7.961	8.079	16.616	0.008	0.006	0.008
Si	5.287	10.912	16.547	-0.013	-0.016	0.01
Si	7.943	13.572	16.575	-0.005	-0.007	0.009
Si	10.626	16.27	16.453	0.009	0.011	-0.002
Si	13.398	2.65	16.468	0.005	0.01	0.001
Si	10.683	5.408	16.539	-0.005	-0.008	0
Si	13.473	8.204	16.466	-0.005	-0.007	-0.001
Si	10.669	10.753	16.525	0.012	0.01	-0.001
Si	13.474	13.622	16.541	-0.006	-0.006	0.004
Si	1.077	1.405	18.061	0.001	-0.003	-0.002
Si	3.924	4.018	18.096	-0.007	0	-0.014
Si	1.09	6.84	17.808	0.002	-0.002	-0.034
Si	3.937	9.514	17.845	-0.004	0.004	-0.034
Si	1.078	12.32	17.926	0.004	-0.006	-0.005
Si	3.728	15.086	18.036	-0.009	0.003	-0.01
Si	6.605	1.322	18.056	0.001	-0.002	-0.013
Si	9.274	4.024	17.885	-0.011	0	-0.017
Si	6.672	6.725	18.106	-0.009	0.005	-0.009
Si	9.319	9.41	18.005	-0.009	-0.006	-0.016
Si	6.628	12.218	18.009	0.008	0.011	-0.027
Si	9.332	14.923	17.909	-0.003	0.004	-0.012
Si	11.983	1.233	17.746	-0.005	-0.014	-0.014
Si	14.809	4.041	17.747	0.01	0.001	-0.016
Si	12.105	6.85	17.78	0.01	0.014	-0.013
Si	14.797	9.544	17.922	0.001	-0.004	0.005
Si	12.134	12.096	17.755	-0.015	0.008	-0.004
Si	14.828	15.039	17.949	0.004	0.016	-0.007
Si	-0.411	2.776	19.338	-0.018	0.022	0.031
Si	2.396	0.099	19.543	0.014	-0.008	0.036
Si	-0.263	8.164	19.261	0.007	-0.008	0.051
Si	2.458	5.523	19.183	-0.015	0.022	0.062
Si	-0.242	13.676	19.392	-0.016	0	0.056
Si	2.497	10.881	19.113	0.026	-0.005	0.075
Si	5.304	2.676	19.598	0.02	-0.026	0.051
Si	8.03	16.293	19.359	-0.016	0.008	0.061
Si	5.27	8.196	19.345	-0.013	0.019	0.062
Si	8.086	5.319	19.495	0.028	-0.014	0.062
Si	5.175	13.67	19.248	0.005	0.003	0.061
Si	7.982	10.778	19.441	0.018	0.024	0.053
Si	10.631	2.564	19.112	0	0.024	0.041
Si	13.316	-0.013	19.199	-0.005	-0.019	0.049
Si	10.803	8.064	19.307	0.01	-0.007	0.054
Si	13.481	5.455	19.024	-0.005	-0.002	0.045
Si	10.745	13.406	19.038	0.023	-0.016	0.065
Si	13.435	10.874	19.323	-0.008	0.01	0.06
Si	0.809	4.488	20.446	0.029	-0.083	-0.199
Si	4.191	1.018	20.927	-0.13	0.093	-0.212
Si	1.366	9.365	20.472	-0.033	0.021	-0.232
Si	3.559	7.131	20.499	0.004	-0.049	-0.196
Si	0.964	15.125	20.872	-0.053	0.036	-0.186
Si	4.029	12.029	20.45	-0.133	0.109	-0.165
Si	7.047	3.697	20.935	-0.096	0.129	-0.253
Si	9.275	1.416	20.693	0.064	-0.129	-0.221
Si	6.296	9.772	20.867	0.093	-0.194	-0.13
Si	9.959	6.281	20.628	-0.06	0.001	-0.229
Si	6.401	15.124	20.611	0.078	-0.04	-0.245
Si	9.665	11.955	20.568	-0.059	0.042	-0.272
Si	12.059	4.036	20.17	0.003	-0.005	-0.105
Si	14.127	1.784	20.528	0.102	-0.015	-0.192
Si	11.869	9.695	20.664	0.07	-0.069	-0.27
Si	14.912	6.577	20.516	-0.025	0.079	-0.238
Si	12.259	14.591	20.317	0.046	0.062	-0.18
Si	14.55	12.501	20.65	0.074	-0.024	-0.238
Si	0.979	2.938	22.838	0.063	0.113	0.01
Si	3.324	1.534	24.024	0.064	-0.054	-0.04
Si	15.77	9.041	24.623	0.067	-0.043	0.028
Si	4.199	6.699	23.436	0.027	0.024	-0.004
Si	0.121	11.301	22.747	0.007	-0.042	-0.063
Si	2.546	13.293	22.734	0.008	-0.001	0.002
Si	8.247	13.772	22.798	0.044	0.003	-0.023
Si	10.527	15.809	22.667	-0.02	0.02	0.035
Si	5.621	9.464	24.026	0.051	0.072	-0.094
Si	6.675	5.05	23.845	0.004	-0.043	-0.004
Si	8.112	12.233	25.41	0.035	-0.027	0.029
Si	12.231	15.456	25.21	0.086	0.01	0.043
Si	3.872	3.097	26.505	-0.071	-0.017	-0.061
Si	13.323	8	22.926	0.022	-0.022	-0.055
Si	8.478	9.325	25.293	-0.018	-0.015	0.043
Si	11.514	11.117	28.44	-0.051	0.045	0.006
Si	15.819	0.623	22.651	0.026	-0.121	0.07
Si	6.498	4.198	26.71	0.062	0.072	-0.087
Si	-0.418	9.335	27.766	0.048	-0.011	-0.009
Si	3.581	11.112	25.758	-0.063	-0.025	-0.077
Si	12.161	1.38	27.261	0.026	-0.001	0.039
Si	13.203	3.92	26.43	0.074	0.045	0.048
Si	9.182	6.878	23.618	-0.001	-0.08	0.081
Si	6.663	12.01	28.015	0.029	0.042	0.067
Si	5.02	12.473	32.429	0.013	-0.016	0.033
Si	14.434	-0.007	28.453	-0.069	-0.041	-0.003
Si	15.452	4.604	28.707	-0.045	0.008	-0.031
Si	10.504	8.403	27.425	-0.102	0.021	-0.026
Si	14.753	14.105	26.399	-0.001	0.047	-0.059
Si	15.451	2.586	24.798	-0.043	-0.033	-0.006
Si	4.499	13.686	27.476	0.015	0.092	0.002
Si	10.427	13.543	26.883	-0.024	0.018	0.053
Si	2.547	8.566	27.339	-0.056	0.028	0.005
Si	11.035	4.917	31.558	-0.042	-0.05	0.048
Si	3.226	14.966	25.241	0.058	0.062	0.01
Si	1.772	6.92	31.671	-0.104	-0.01	-0.008
Si	5.618	2.311	28.498	0.028	-0.088	0.044
Si	9.582	14.794	29.66	-0.063	-0.082	0.01
Si	4.716	10.7	29.907	-0.066	0.051	0.016
Si	8.228	1.341	32.756	0.068	0.002	-0.003
Si	4.261	7.604	29.842	0.042	0.001	-0.114
Si	9.024	11.837	30.145	-0.051	-0.028	0.061
Si	13.294	9.005	31.757	0.023	-0.003	0.021
Si	-0.652	1.936	30.345	-0.024	0.018	0.01
Si	11.617	6.429	25.165	-0.009	-0.03	0.009
Si	8.608	3.491	30.695	-0.074	-0.032	-0.044
Si	14.389	12.021	28.435	-0.025	-0.05	-0.024
Si	1.248	12.956	26.25	-0.004	-0.048	0.002
Si	3.144	14.626	32.844	-0.017	0.004	-0.011
Si	14.184	11.915	32.693	-0.077	0.008	-0.037
Si	1.648	4.662	33.343	0.044	-0.071	0.001
Si	0.493	16.152	31.928	0.022	-0.061	0.044
Si	2.318	12.599	29.13	0.008	0.034	-0.018
Si	6.306	5.074	29.408	-0.063	0.034	-0.016
Si	11.854	0.253	29.949	0.069	-0.004	-0.061
Si	10.854	7.811	30.436	0.044	-0.011	-0.01
Si	8.94	9.514	32.253	0.019	0.041	0.024
Si	1.485	6.811	24.904	-0.027	0.062	0.086
Si	12.967	2.435	31.887	-0.045	0.028	-0.045
Si	15.476	7.377	30.115	0.012	-0.027	-0.009
Si	0.897	4.247	26.436	-0.009	0.019	-0.009
Si	7.622	0.75	29.942	0.032	0.047	-0.035
Si	-0.278	13.396	30.678	0.043	-0.023	-0.033
O	-0.492	-0.028	33.231	-0.141	-0.174	0.002
O	0.531	1.248	31.251	0.139	0.018	0.057
O	3.019	1.118	34.557	0.137	0.011	-0.448
O	1.691	3.044	33.528	-0.146	-0.151	-0.351
O	14.259	6.511	34.272	-0.176	-0.234	-0.406
O	1.594	5.293	31.843	0.098	0.018	-0.033
O	0.212	9.44	34.278	-0.059	-0.224	-0.351
O	0.163	5.042	33.948	-0.107	-0.065	0.158
O	14.735	11.399	34.115	-0.273	0.226	0.078
O	15.454	12.617	31.947	0.377	-0.048	0.051
O	1.092	14.775	0.243	-0.076	-0.14	0.355
O	-0.219	14.996	30.998	-0.185	0.028	0.108
O	4.278	15.474	33.687	0.131	-0.11	-0.042
O	4.049	13.678	31.862	-0.015	0.151	-0.218
O	7.557	0.484	31.55	0.018	-0.008	0.345
O	7.056	1.606	33.833	-0.041	-0.325	-0.086
O	5.498	3.809	34.295	0.03	-0.016	-0.097
O	3.09	5.271	33.933	-0.013	0.195	-0.029
O	7.729	8.723	33.056	-0.17	-0.325	-0.155
O	4.188	2.054	27.745	-0.042	-0.028	0.076
O	2.336	13.518	33.748	-0.181	-0.111	-0.032
O	5.654	9.482	34.337	0.114	0.211	0.062
O	8.457	12.033	34.275	-0.01	0.1	-0.239
O	6.336	13.119	33.194	0.003	0.22	-0.067
O	10.749	15.591	30.483	0.123	0.127	0.08
O	9.474	0.504	33.409	-0.089	-0.1	0.042
O	14.441	2.265	31.247	0.027	0.006	-0.021
O	13.099	2.056	33.468	-0.009	-0.28	-0.015
O	11.336	3.675	34.576	-0.112	-0.075	-0.022
O	10.22	5.267	32.954	-0.141	-0.011	-0.047
O	15.315	8.231	28.741	-0.287	0.038	-0.218
O	12.812	8.464	33.233	-0.126	0.135	0.026
O	9.998	10.102	33.375	0.104	-0.035	-0.055
O	9.61	8.353	31.336	-0.192	-0.144	-0.119
O	13.001	13.008	33.092	-0.035	-0.122	-0.227
O	11.22	14.853	34.036	0.112	0.107	0.131
O	-0.312	5.55	21.031	0.149	0.091	0.473
O	1.632	3.983	21.804	-0.026	0.085	-0.047
O	5.304	16.23	21.156	0.111	-0.112	-0.093
O	3.87	1.482	22.492	-0.062	-0.052	0.082
O	0.78	10.19	21.76	-0.12	0.121	0.358
O	2.466	8.261	21.044	-0.142	0.168	0.142
O	4.315	6.514	21.824	0.166	-0.004	-0.088
O	6.681	4.153	22.484	-0.097	0.19	0.096
O	2.253	14.491	21.676	-0.087	-0.061	0.263
O	-0.103	15.561	22.113	-0.168	-0.02	0.113
O	5.257	10.997	20.669	0.087	0.285	0.16
O	3.529	12.249	21.999	-0.065	-0.11	0.022
O	8.166	2.516	21.213	0.029	0.214	0.318
O	4.872	4.382	26.589	-0.187	0.013	0.016
O	10.012	0.847	22.076	-0.065	-0.021	0.04
O	12.999	11.423	29.027	0.003	0.124	-0.052
O	4.665	8.158	23.962	-0.226	0.03	0.183
O	6.333	9.614	22.532	-0.022	0.188	-0.001
O	9.613	6.978	22.064	-0.083	0.493	0.063
O	7.663	6.32	23.655	-0.087	0.226	-0.249
O	7.586	12.981	24.064	-0.225	0.074	0.072
O	7.009	14.387	21.948	-0.131	-0.021	0.286
O	8.933	10.875	25.021	-0.021	0.087	-0.093
O	9.088	12.709	21.903	-0.104	-0.016	-0.028
O	11.062	5.081	21.019	0.14	0.127	0.293
O	-0.386	3.34	29.576	-0.023	-0.057	-0.223
O	14.413	1.019	21.959	0.05	-0.28	0.246
O	13.074	2.989	20.996	0.173	0.095	-0.082
O	12.449	9.079	22.076	-0.198	0.326	-0.002
O	10.748	10.826	21.116	-0.188	0.111	0.342
O	14.108	7.048	21.866	-0.208	-0.165	0.115
O	-0.162	10.53	24.152	-0.079	0.19	0.24
O	11.13	15.01	21.41	-0.098	0.18	0.033
O	11.772	15.877	23.711	-0.001	-0.081	0.074
O	15.155	11.872	22.06	0.062	-0.345	0.149
O	13.408	13.64	21.054	-0.093	0.201	0.04
O	1.987	2.471	24.011	-0.031	-0.226	-0.011
O	0.602	1.571	22.016	0.041	-0.084	-0.234
O	15.606	1.007	24.261	-0.177	-0.189	0.144
O	-0.004	2.928	26.079	0.023	-0.149	0.116
O	3.47	7.777	28.423	-0.24	0.128	0.027
O	15.565	9.018	26.231	-0.229	-0.217	-0.052
O	2.653	6.48	23.839	-0.151	-0.355	-0.376
O	5.158	5.57	24.088	0.062	-0.304	0.234
O	4.781	9.104	30.259	0.003	-0.045	0.37
O	1.112	12.569	23.025	-0.105	0.042	-0.201
O	2.08	11.767	25.412	-0.186	-0.162	-0.274
O	3.376	13.922	23.987	-0.087	-0.033	0.212
O	5.988	13.512	28.141	0.116	0.233	0.251
O	9.256	14.974	23.275	-0.099	-0.021	0.102
O	11.805	0.376	26.051	-0.241	-0.05	-0.186
O	11.972	2.954	26.912	-0.206	0.094	0.054
O	6.845	9.223	25.104	-0.088	-0.158	0.147
O	7.166	4.317	25.232	0.107	0.109	-0.079
O	4.607	10.692	24.524	0.052	0.162	0.074
O	10.467	11.236	29.682	0.05	-0.009	0.161
O	11.108	12.139	27.258	0.186	-0.05	-0.259
O	13.756	1.137	27.51	0.258	0.364	0.001
O	4.215	11.498	33.481	0.018	0.135	0.097
O	9.208	8.403	24.174	0.003	-0.001	0.037
O	15.083	5.83	29.729	-0.118	-0.134	0.09
O	12.395	7.132	23.925	-0.078	-0.155	-0.229
O	0.423	7.855	24.236	0.046	-0.082	-0.177
O	11.474	9.673	27.707	0.269	0.025	-0.184
O	6.938	11.75	26.429	0.034	-0.322	-0.29
O	15.1	15.224	27.551	0.262	-0.006	-0.001
O	15.424	10.806	28.142	-0.121	0.071	0.248
O	4.246	2.322	25.104	0.209	0.379	0.078
O	-0.412	3.47	23.517	-0.09	0.065	0.032
O	2.391	3.693	26.678	0.055	0.264	0.167
O	6.729	2.688	27.323	0.37	0.057	0.076
O	6.954	5.263	27.886	-0.158	-0.024	-0.085
O	0.809	5.373	25.259	-0.244	-0.1	0
O	8.979	13.326	26.216	-0.201	0.168	0.068
O	4.233	12.299	26.65	-0.029	-0.138	0.236
O	11.308	1.018	28.602	-0.276	0.178	0.062
O	13.795	14.9	25.305	0.248	0.27	-0.207
O	10.183	5.941	24.522	-0.081	-0.225	0.168
O	12.537	5.237	25.764	-0.048	0.329	-0.098
O	5.421	3.674	29.423	-0.074	0.07	0.355
O	5.439	6.433	29.771	-0.101	-0.022	-0.094
O	8.041	11.86	28.849	0.053	0.06	-0.142
O	9.046	8.835	26.768	-0.161	-0.354	0.153
O	5.389	11.565	31.124	0.165	-0.13	-0.068
O	5.65	10.878	28.586	-0.118	-0.044	0.024
O	15.598	0.769	29.228	0.196	-0.084	0.024
O	12.359	3.959	31.745	0.329	0.089	0.207
O	3.404	9.752	26.633	0.083	-0.107	-0.033
O	14.373	8.786	23.865	-0.034	0.234	0.011
O	12.094	8.856	30.656	-0.042	0.314	-0.148
O	11.308	7.44	26.398	0.432	0.127	0.158
O	13.949	12.876	27.111	-0.14	0.08	0.135
O	-0.305	13.335	25.828	-0.054	0.097	0.134
O	13.97	3.089	25.229	0.101	-0.182	-0.33
O	3.03	0.046	24.626	-0.137	-0.019	0.133
O	0.316	4.999	27.762	0.131	0.038	0.132
O	10.245	14.431	28.222	0.192	0.165	0.026
O	2.037	15.648	32.199	0.139	-0.082	0.115
O	3.224	7.17	31.01	-0.142	-0.299	0.286
O	2.117	7.448	26.251	0.175	-0.108	-0.213
O	7.514	4.709	30.476	-0.149	-0.144	-0.003
O	4.443	14.894	26.354	0.073	0.083	-0.069
O	1.929	14.435	26.066	-0.063	0.182	-0.146
O	1.268	12.927	30.348	0.177	-0.156	0.202
O	3.397	13.781	28.7	0.069	0.191	0.086
O	3.192	11.266	29.576	-0.082	-0.113	-0.198
O	8.632	2.835	32.207	0.203	0.332	0.28
O	8.397	2.195	29.702	0.219	0.078	-0.06
O	11.343	14.236	25.763	0.011	-0.247	-0.106
O	1.714	7.651	33.147	-0.103	0.141	-0.019
O	6.128	0.985	29.303	-0.049	-0.109	-0.17
O	10.067	4.16	30.485	-0.133	-0.239	-0.371
O	1.358	12.443	27.803	-0.016	0.093	-0.201
O	8.492	10.817	31.321	-0.235	-0.135	-0.26
O	10.323	7.697	28.891	0.047	0.003	0.081
O	13.262	15.908	29.515	0.041	-0.148	0.455
O	14.163	4.286	27.719	-0.141	-0.112	-0.074
O	12.014	1.345	31.142	-0.066	-0.128	-0.075
O	14.528	8.058	31.254	-0.04	-0.045	0.191
O	11.423	6.357	30.913	-0.022	-0.152	0.215
O	0.598	7.458	30.683	0.065	-0.014	-0.23
O	1.201	9.247	27.969	-0.192	0.306	0.231
O	8.343	15.827	29.341	-0.056	-0.147	0.239
O	9.177	13.445	30.518	-0.118	0.064	0.219
O	13.669	10.602	31.856	-0.12	0.191	-0.265
O	15.126	13.065	29.442	-0.199	0.27	0.017

Results
total energy: -108575.666 eV
total energy less fixed offsets of O -438.25, Si -107.07 eV per atom: 2.404 eV
